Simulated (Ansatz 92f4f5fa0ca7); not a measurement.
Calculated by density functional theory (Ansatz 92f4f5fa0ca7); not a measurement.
Periodic cell of 177 atoms, Si99O78, from a study of silicon, its oxide and their interface. The atomic structure is a simulated model.

Settings
functional: r2SCAN
potential files: Ansatz norm-conserving
basis: plane waves
wave-function cutoff: 1300 eV
density cutoff ratio: 4
exchange-correlation grid ratio: 1
k mesh: 2 x 2 x 1, shifted by 0.5 0.5 0.5 of a step
self-consistency stop: 5e-08 eV per atom in the density residual
occupations: Fermi-Dirac, 0.05 eV
spin: none
net charge: 0

Cell vectors (angstrom)
a, 11.3651, -0.0584, -0.0386
b, 0.1348, 11.7026, 0.0312
c, 5.47, 0.9442, 22.2459

Atoms and the computed forces on them: element, x, y, z (angstrom), force x, y, z (eV/angstrom)
Si, 7.1623, 2.5534, 0.741, 3.0796, 1.5606, -1.1318
Si, 7.1685, 5.755, 1.0812, 0.6003, -1.3655, -2.3471
Si, 9.5763, 9.6841, 0.0401, -0.6146, 2.6031, -0.5333
Si, 1.1609, 2.9383, 0.2864, -1.0344, -0.6273, 0.9268
Si, 1.8094, 5.4667, 2.5793, 1.3318, 0.4887, -0.0867
Si, 0.6043, 7.8626, 0.5144, 2.0689, 0.0869, -3.6291
Si, 3.4471, 2.6228, 0.053, 1.976, 0.101, 0.7284
Si, 5.1671, 6.7568, 1.6321, 1.7221, 4.6027, 0.381
Si, 4.1409, 8.8666, 0.8217, -1.3828, 0.0042, -2.7596
Si, 0.6896, 1.9516, 2.4787, 0.4211, -0.2384, -0.7975
Si, 0.2084, 5.3785, 0.9431, 0.1513, 0.8091, -0.4586
Si, 2.0262, 9.2088, 1.9754, 0.0596, 0.067, 0.9157
Si, 5.4144, 1.7636, 2.1088, -0.3679, 1.1338, -0.6001
Si, 4.1296, 4.987, 1.7243, -3.1177, -2.3844, 1.3633
Si, 6.0859, 9.815, 2.5828, 0.314, 0.7597, -1.5221
Si, 9.6443, 1.8835, 2.4771, -0.7995, 0.7944, -0.7773
Si, 9.4542, 5.8052, 2.0599, -0.5723, -0.3543, 0.1432
Si, 8.5686, 9.8729, 2.3223, -0.3501, -1.8944, -0.883
Si, 1.5707, 3.6292, 3.8552, -0.7187, -0.4467, 1.1638
Si, 1.9444, 7.5979, 3.7053, 0.2987, -0.1184, -0.2477
Si, 1.6568, 11.5049, 3.349, -0.009, -0.0427, -0.2766
Si, 5.0889, 3.7014, 3.4339, 0.9039, -0.3702, 1.3863
Si, 5.599, 7.8174, 3.7328, -1.3525, -0.4342, -1.3335
Si, 5.6452, 11.8253, 3.5742, -0.0054, -1.4068, 2.1874
Si, 9.2539, 3.941, 3.6068, -1.1137, -0.3019, -0.4458
Si, 9.2538, 7.6764, 3.5245, -0.2231, 1.0862, -1.801
Si, 9.2496, 11.6368, 3.5975, 0.8965, 0.0661, 0.86
Si, -0.4097, 3.8313, 5.1123, 1.0804, -1.6376, 0.4716
Si, -0.1687, 7.8277, 4.6511, 0.412, -0.9307, 2.1176
Si, -0.119, 11.4292, 4.9404, -0.3243, 1.5374, -1.0087
Si, 3.489, 3.6055, 5.2167, 0.1451, 1.2395, -1.8285
Si, 3.8141, 7.6522, 5.2078, -0.7701, 0.995, -0.6131
Si, 3.5547, 11.7938, 4.8159, 0.7183, -0.0023, -0.2264
Si, 7.1885, 3.8543, 4.844, -0.1198, 1.2142, -0.1106
Si, 7.4409, 7.6005, 4.9277, 0.3914, 0.0042, 1.7458
Si, 7.5022, 11.6972, 5.076, -1.1878, 1.046, 0.9253
Si, -0.1391, 1.6517, 6.4411, -0.0968, 0.4679, -0.5861
Si, -0.3101, 5.7516, 6.2047, -0.5755, 2.2701, 0.2547
Si, -0.3854, 9.6224, 6.1782, 0.8338, -1.1279, 0.1786
Si, 3.5985, 1.8738, 6.5537, 0.119, -1.7295, 1.6287
Si, 3.466, 5.6656, 6.3457, 2.9259, -0.6911, 0.2119
Si, 3.5942, 9.8677, 6.157, 0.8015, 0.0529, 0.1687
Si, 7.411, 2.1716, 6.4266, -0.5003, -1.7471, -0.6188
Si, 7.315, 5.7945, 6.4732, -0.9471, -0.5604, -0.4642
Si, 7.1941, 9.6229, 6.3139, 0.6233, -0.4083, -1.0619
Si, 1.6846, 1.8113, 8.0522, -0.2148, 0.9946, -0.4147
Si, 1.6119, 5.7821, 7.4213, -2.321, -0.0329, 2.1779
Si, 1.6326, 9.8112, 7.3098, -0.561, 0.4592, 0.722
Si, 5.6582, 1.9366, 7.9996, 0.0511, 0.0668, -0.45
Si, 5.377, 5.6187, 8.0273, -0.1625, 0.8524, 1.435
Si, 5.4088, 9.8563, 7.8115, -1.1822, -0.6249, -0.1589
Si, 9.2845, 1.6387, 7.6723, 0.2947, 1.3213, 0.1236
Si, 9.2274, 5.7294, 7.7661, 0.6152, -0.8178, -0.5849
Si, 9.1567, 9.5522, 7.5145, -1.0296, 0.4047, 0.7653
Si, 4.0814, 8.1565, 9.0196, 1.3116, -0.3155, -0.0795
Si, 1.8325, 7.8728, 8.5413, 0.3722, -0.8793, -1.0873
Si, 1.4595, -0.2515, 9.1057, -2.2355, 0.0805, -2.1935
Si, 5.9879, 3.776, 9.5941, -0.9633, 0.4307, 0.3515
Si, 10.2727, 2.2958, 15.515, 4.0809, -2.2449, 0.7039
Si, 6.2151, -0.1005, 9.0994, 0.0055, 0.6104, 0.0171
Si, 9.7825, 3.7233, 8.9665, 0.5397, -0.1317, -0.6194
Si, 9.3198, 7.6781, 8.9522, -1.5993, 0.4418, 2.2104
Si, 8.6691, -0.1968, 8.9283, -0.0901, -0.744, -1.2696
Si, -3.8499, 1.1959, 12.3536, 0.7084, -2.2071, -2.1828
Si, 0.0751, 8.1579, 9.9551, -1.2794, 1.1246, -0.9905
Si, 0.904, 4.0162, 9.0619, 1.3997, 1.2418, 1.6348
Si, 5.6506, 5.1734, 14.7122, 0.1077, -1.492, -1.9385
Si, 5.063, 3.1206, 12.3321, -0.3494, 5.4726, 1.3645
Si, 3.3593, 9.5002, 10.7141, 0.6846, 0.098, 0.8743
Si, 5.67, 1.1362, 21.1634, -2.4649, 0.8262, 1.7946
Si, 8.3109, 7.9343, 11.9505, 0.695, -0.8774, -4.0118
Si, 10.6831, -1.0246, 9.7891, 0.4553, -0.5864, 1.3729
Si, 3.6307, 1.1974, 14.0097, -0.0976, 6.2655, 4.0843
Si, 4.974, -0.497, 11.8856, 1.6178, 4.8747, 7.9763
Si, 10.1788, 4.1406, 13.3224, 1.7431, 0.0454, -3.7796
Si, 9.5431, -1.2103, 11.7914, 2.3072, 0.8209, 1.1098
Si, 12.4015, 5.7408, 11.6581, 0.9537, -1.4437, 1.39
Si, 7.9348, 1.75, 17.2591, 3.356, 1.8062, 0.0992
Si, 12.5079, 0.4947, 18.8657, -4.8818, 0.7718, -1.072
Si, 8.3444, 3.4205, 10.7714, 0.0063, 1.9763, -1.4885
Si, 2.2812, 8.1482, 13.2567, -5.4612, -2.8673, -5.3124
Si, 7.8171, 10.4866, 20.8631, -9.8864, 0.5556, -6.0668
Si, 12.1137, 9.1879, 15.5792, -2.6839, 6.7934, -6.663
Si, 8.4736, 6.2063, 14.3205, -0.8544, -0.6071, -2.2899
Si, 3.7928, 2.1624, 19.0804, 0.1297, -2.1629, 3.1876
Si, 4.3261, 9.9664, 17.4095, 1.1784, 0.7397, 1.7641
Si, 13.0124, 7.2092, 20.2877, 2.477, -4.48, 2.0757
Si, 13.6668, 4.2362, 20.0229, -0.3135, 1.0632, -0.093
Si, 9.8983, 2.6209, 19.5009, 1.5209, -5.6595, -4.532
Si, 9.3115, 11.7104, 14.2725, 2.7377, -1.2496, 1.3505
Si, 11.5945, 7.1484, 17.5158, -2.0987, -3.4116, 2.7938
Si, 6.8867, -1.7922, 13.7038, -5.5557, -6.5232, -1.4792
Si, 2.7019, 10.0808, 20.1654, -0.4513, 2.2731, -0.091
Si, 5.1323, 2.5645, 16.3831, -1.3235, -1.2579, -0.8709
Si, 4.6633, 8.2315, 15.1457, 2.316, -1.5646, 0.9573
Si, 11.6505, 3.9185, 17.5707, 0.3435, 6.0541, 5.0029
Si, 7.3847, -1.14, 17.6219, -4.6809, -0.301, 1.5948
Si, 9.1437, -3.0832, 16.2084, 2.5949, -4.9089, 0.216
Si, 1.881, -0.3752, 15.9273, -1.3135, 1.6279, 1.8611
O, 7.0546, 4.1098, 1.4598, 0.0185, -0.4086, -1.3404
O, 3.9753, 1.6158, 1.3206, -1.0401, 0.8965, -1.7459
O, -0.8371, 8.4733, 0.1772, -0.0108, -1.1281, 0.637
O, 5.2707, 9.9759, 1.0109, 1.7356, 0.086, 2.1815
O, 5.0489, 6.8439, 9.3467, -0.1669, -0.9929, -2.0156
O, 4.773, 3.7274, 10.8207, 1.6225, -1.3935, -0.4074
O, 2.1161, 6.528, 12.7752, -0.7206, 1.2652, -0.9536
O, 2.5591, -0.8038, 10.085, 2.5576, -0.9513, 2.0123
O, 4.3725, 8.4945, 16.7829, -0.8993, -1.2395, -2.6244
O, 4.9282, 6.597, 14.9038, 0.1293, 1.2421, 0.8374
O, 8.0669, 7.6963, 10.3371, 2.292, 0.2252, -2.0808
O, 6.1877, 1.9838, 12.5504, -1.3629, 0.7236, -0.187
O, 0.1068, 6.9313, 11.0013, 0.2343, -0.5154, 1.452
O, 10.4403, 9.5787, 15.7194, 2.4686, -0.4246, -0.4544
O, 13.7528, 1.2809, 19.3468, 2.981, 1.3834, 0.0326
O, 3.5681, -1.6732, 18.8697, -0.0525, 0.2407, -0.1803
O, 9.8407, -4.1842, 17.4244, 0.7325, 1.8134, -2.1684
O, 1.4287, 8.2268, -1.0957, -1.5919, -0.6423, 3.3025
O, 12.4865, -0.9217, 19.6468, 1.3841, -0.9789, 0.355
O, 15.0523, 3.4023, 19.9931, 0.2225, 0.2725, -0.4793
O, 8.3471, 6.538, 12.6131, 0.7509, -2.6524, 4.1297
O, 1.0766, 0.3619, 17.262, 0.9634, -0.8835, -0.5199
O, 3.6568, 9.3477, -0.8524, 9.9973, -1.7603, 6.1713
O, 4.149, 4.1409, 0.3396, -0.3551, -1.978, -1.1508
O, 9.6001, 2.8463, 20.9674, -1.5704, 1.7445, 4.5245
O, 6.1455, -0.5382, 13.1988, -2.0183, 2.775, -3.2378
O, 13.8551, 8.4953, 20.3893, 0.5644, -0.3522, 0.953
O, 10.3367, 3.8125, 18.6028, 1.2294, 1.9569, -1.3331
O, 8.9588, 3.9268, 12.1604, 1.2653, 0.2843, 1.869
O, 8.5936, 1.9161, 18.7318, -0.1204, 0.6412, 0.105
O, 7.8313, 0.2044, 16.9239, 0.7377, 0.0252, -0.9337
O, 5.087, 4.0157, 15.7643, 0.3696, 2.0823, -0.9973
O, 7.2756, 5.2851, 14.8983, -0.5038, 1.072, 0.2801
O, 8.9528, 2.6327, 16.1483, -5.9383, 0.3115, 3.6904
O, 4.8534, 1.4572, 15.1771, -1.1989, 0.2498, -0.3929
O, 8.1116, -1.4083, 14.4541, 6.4357, 4.1205, 2.0461
O, 8.7388, 1.9542, 1.0591, -1.1128, 0.4318, 0.5443
O, 2.3062, 9.0156, 11.8231, -0.6791, -0.8956, 1.4061
O, 5.5917, 0.1727, 10.6809, 1.5527, 1.8729, -3.7309
O, 10.4554, 11.2202, 13.1644, -2.2273, -0.5487, -0.3669
O, 12.9888, 4.6547, 10.5756, -0.64, -0.155, -2.6114
O, 6.9834, -3.0261, 12.5169, -2.9949, 4.212, 3.2242
O, 7.7736, 10.4542, 19.2029, 1.0847, 0.5772, 0.941
O, 5.527, 4.6881, 13.1128, -0.375, -2.3156, 0.6289
O, 13.6122, 0.77, 14.8019, 0.2574, -0.208, -0.7133
O, 3.8656, 0.194, 12.9196, 0.7616, -2.8392, -4.4308
O, 5.6875, -1.2507, 17.4887, 2.839, 0.8324, -0.066
O, 0.5514, 1.8115, -0.7242, -0.4699, -1.8299, -0.2478
O, 11.5804, 4.6581, 12.5437, -2.7359, -0.2094, 1.485
O, 3.4666, 8.4249, 14.0816, 5.3701, 1.7334, 3.814
O, 11.7388, 5.5065, 16.9887, -0.1418, 1.9166, 0.9798
O, 11.4995, 2.9638, 16.4305, -0.6717, -3.5575, -3.7744
O, 4.0302, 2.4306, 17.576, 0.0817, 0.2996, -2.1794
O, 9.4536, -2.8317, 12.0981, 1.0515, 1.5604, 0.1854
O, 7.9695, -2.3461, 16.8183, -1.4741, 0.091, 1.0621
O, 3.7012, 2.8401, 13.1253, -0.7452, -4.1259, 1.5453
O, 10.1999, 0.6544, 15.4499, -1.1822, -1.0833, -1.553
O, 6.4889, 2.3062, 17.1587, -0.5117, 0.7938, -0.0929
O, 5.9445, 9.21, 14.8419, -0.3884, -0.5462, -0.9033
O, -3.2558, -0.3554, 11.7474, -0.3734, 0.3271, 0.7607
O, 12.25, 6.8226, 21.6377, 0.6029, 0.0805, 2.8358
O, 1.0123, 8.5689, 14.1457, -0.9134, 0.4359, 0.436
O, 8.0979, 1.8702, 10.9689, -0.0257, -1.6152, 0.6411
O, 12.4255, 8.2315, 16.6405, 1.9618, -5.5498, 5.9041
O, 4.7168, 9.8271, 11.6781, -3.4827, -6.8279, -2.3828
O, 11.9692, 7.2776, 19.2048, -3.4486, 0.1947, -6.7158
O, 9.6978, 5.1766, 14.3947, 0.4223, 0.7482, 0.9022
O, 3.3559, -0.7093, 16.4897, -0.0725, -0.4104, -0.654
O, 10.5507, 2.7567, 14.0539, 0.1462, 1.1654, -2.1262
O, 13.9938, 5.8422, 20.0081, -0.6692, 0.4586, 0.6225
O, 7.3774, 2.7431, -0.9204, -1.1209, 0.2269, 1.0863
O, 8.3972, 12.9477, 13.7327, 0.7827, -0.5974, 1.3145
O, 11.0936, 1.3787, 19.325, 0.7136, 0.3045, -0.2679
O, 8.7354, 7.5672, 15.0812, 0.2838, 1.047, 0.7163
O, 10.4981, 11.0742, -0.0812, 1.3235, 0.8117, -0.7336
O, 5.02, 1.1995, 19.7231, -1.4339, 1.0538, -1.8312
O, 7.0659, 11.9148, 21.2468, 1.6658, -0.9459, 0.4221
O, 12.925, 3.9265, 18.605, -0.3948, -0.8952, -0.3636

Results
free energy: -47827.145 eV
free energy less fixed offsets of O -463.61, Si -117.95 eV per atom: 11.485 eV
pressure: -0.32 GPa
stress xx, yy, zz, yz, xz, xy (GPa, positive in tension): -1.22, 1.02, 1.16, 0.93, -0.8, -0.11

The program warned: the forces do not sum to zero within the program's tolerance.
